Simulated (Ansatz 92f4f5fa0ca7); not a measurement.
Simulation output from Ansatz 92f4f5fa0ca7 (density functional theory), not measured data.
Periodic cell of 223 atoms, Si133O90, from a study of silicon, its oxide and their interface. The atomic structure is a simulated model.
Doubt: the cutoff is far below the 930 eV that the study's wrapper takes by default for these files, so forces and energies are approximate.
This geometry differs little from another in the collection (a relaxation step or a small displacement).

Settings
functional: PBE
potential files: Ansatz PAW
basis: plane waves
wave-function cutoff: 580 eV
density cutoff ratio: 5
exchange-correlation grid ratio: 1
k mesh: 1 x 1 x 1, Gamma-centred
self-consistency stop: 5e-08 eV per atom in the density residual
occupations: fixed
spin: none
net charge: 0

Cell vectors (angstrom)
a	10.938	0	0
b	0	10.938	0
c	0	0	32.4358

Atoms: element, x, y, z (angstrom)
Si	0.1865	-0.1691	25.0321
Si	5.3816	0.1428	24.9171
Si	3.1028	2.368	24.9275
Si	8.0452	3.0346	24.967
Si	-0.2278	5.8054	24.8206
Si	5.7993	5.233	25.1606
Si	2.4486	8.5558	24.9524
Si	8.5073	8.0829	25.0115
Si	1.4301	1.3788	26.2834
Si	6.9131	1.3688	26.2384
Si	4.1338	4.0389	26.2814
Si	9.6461	4.178	26.2341
Si	1.385	6.861	26.2117
Si	6.9379	6.8762	26.3501
Si	4.1374	9.5745	26.2561
Si	9.6331	9.5823	26.3889
Si	2.7607	-0.0145	27.6631
Si	8.2121	0.0035	27.66
Si	0.0235	2.7499	27.615
Si	5.5015	2.689	27.6582
Si	2.7393	5.4541	27.5997
Si	8.262	5.4655	27.682
Si	0.0402	8.1666	27.6844
Si	5.4744	8.196	27.6444
Si	4.1018	1.3673	29.0175
Si	9.5708	1.3673	29.0175
Si	1.3673	4.1018	29.0175
Si	6.8362	4.1018	29.0175
Si	4.1018	6.8362	29.0175
Si	9.5708	6.8362	29.0175
Si	1.3673	9.5708	29.0175
Si	6.8362	9.5708	29.0175
Si	0	0	30.3848
Si	5.469	0	30.3848
Si	2.7345	2.7345	30.3848
Si	8.2035	2.7345	30.3848
Si	0	5.469	30.3848
Si	5.469	5.469	30.3848
Si	2.7345	8.2035	30.3848
Si	8.2035	8.2035	30.3848
Si	1.3673	1.3673	31.752
Si	6.8362	1.3673	31.752
Si	4.1018	4.1018	31.752
Si	9.5708	4.1018	31.752
Si	1.3673	6.8362	31.752
Si	6.8362	6.8362	31.752
Si	4.1018	9.5708	31.752
Si	9.5708	9.5708	31.752
Si	2.7345	0	0.6835
Si	8.2035	0	0.6835
Si	0	2.7345	0.6835
Si	5.469	2.7345	0.6835
Si	2.7345	5.469	0.6835
Si	8.2035	5.469	0.6835
Si	0	8.2035	0.6835
Si	5.469	8.2035	0.6835
Si	4.1018	1.3673	2.0507
Si	9.5708	1.3673	2.0507
Si	1.3673	4.1018	2.0507
Si	6.8362	4.1018	2.0507
Si	4.1018	6.8362	2.0507
Si	9.5708	6.8362	2.0507
Si	1.3673	9.5708	2.0507
Si	6.8362	9.5708	2.0507
Si	0	0	3.418
Si	5.469	0	3.418
Si	2.7345	2.7345	3.418
Si	8.2035	2.7345	3.418
Si	0	5.469	3.418
Si	5.469	5.469	3.418
Si	2.7345	8.2035	3.418
Si	8.2035	8.2035	3.418
Si	1.3547	1.3203	4.7689
Si	6.8017	1.3793	4.7947
Si	4.0544	4.1373	4.7942
Si	9.5121	4.1452	4.7675
Si	1.3397	6.8464	4.789
Si	6.7908	6.9103	4.8009
Si	4.0989	9.5901	4.8442
Si	9.5583	9.5429	4.6997
Si	2.6673	-0.0653	6.2355
Si	8.1689	-0.092	6.0339
Si	-0.1656	2.636	6.0266
Si	5.4027	2.7304	6.1711
Si	2.6368	5.4886	6.2036
Si	8.1402	5.5177	6.1371
Si	-0.1608	8.1036	6.1016
Si	5.4535	8.2653	6.2907
Si	3.7285	1.6799	7.4746
Si	9.6514	1.0447	7.4155
Si	1.3554	3.7961	7.2845
Si	6.5289	4.4066	7.3901
Si	4.2556	6.6461	7.5237
Si	9.2549	6.9902	7.6092
Si	0.8982	9.7054	7.3803
Si	7.1637	9.3998	7.5734
O	9.5441	6.9196	24.4773
O	4.25	1.2631	24.5037
O	8.2045	8.1989	8.0909
O	2.5742	2.8125	7.7781
O	6.8661	4.1204	24.5392
O	1.3008	9.6656	24.5143
O	3.7708	7.2658	8.9891
O	0.0288	0.1113	7.7484
O	5.3782	5.4894	7.8729
O	6.8588	10.4101	8.8771
O	9.7953	6.2315	8.9991
O	2.6189	10.3265	9.4448
O	4.2183	1.3552	9.0315
O	0.3599	4.0616	8.5792
O	8.9123	1.2417	8.8965
O	0.4731	10.3837	11.0623
O	8.0864	8.9195	23.6546
O	8.7466	2.5224	23.5652
O	5.0745	6.1094	23.9755
O	2.5291	2.7929	23.4635
O	10.3666	0.4126	23.6879
O	0.2884	5.3392	23.3209
O	3.01	8.0485	23.5028
O	5.97	10.4838	23.4853
Si	9.8553	1.6465	22.7507
Si	2.8851	7.6907	21.9251
Si	4.8731	10.105	15.5616
Si	9.8101	-0.0688	17.7727
Si	4.4989	0.5128	12.9648
Si	4.7266	5.2147	11.6979
Si	7.6637	0.6194	9.7648
Si	1.7703	2.8485	22.0369
Si	6.1103	2.6388	19.3235
Si	6.093	7.6302	18.4896
Si	6.7943	3.5044	10.2665
Si	3.2867	12.5933	19.5751
Si	2.7007	6.8736	10.1681
Si	5.5049	15.0747	14.3897
Si	10.9317	-2.8692	17.6806
Si	13.4171	-1.7506	17.0046
Si	8.0342	11.3619	20.4505
Si	3.2872	11.618	10.1777
Si	6.7287	7.3088	12.8287
Si	9.7733	6.0205	19.5921
Si	-4.0534	-1.5415	22.6643
Si	6.0652	6.5538	15.741
Si	12.4202	12.1478	16.9411
Si	7.3622	10.4268	12.5434
Si	11.046	5.3211	9.5699
Si	5.3924	6.5614	22.4548
Si	6.9577	5.4567	20.3553
Si	1.9641	2.0271	13.9191
Si	5.904	1.8037	16.2894
Si	1.4493	9.4135	10.1587
Si	0.7777	0.9563	11.6365
Si	-2.7618	4.726	12.8215
Si	0.8415	5.5195	21.7847
Si	3.9021	-1.4037	19.6638
Si	19.4949	6.6995	17.2357
Si	7.8041	10.7052	15.386
Si	-0.0658	3.6151	12.2805
O	10.7554	7.2395	19.0919
O	2.044	1.5805	10.7649
O	18.5528	6.1145	16.0667
O	1.7402	13.0143	15.5517
O	8.9945	10.4094	16.4338
O	0.1924	2.5358	22.291
O	2.1594	8.1983	10.9925
O	-5.6161	4.1206	10.635
O	6.7539	1.3754	20.1254
O	12.3329	-2.9619	16.8331
O	5.4377	7.2922	17.0388
O	-0.3725	13.0698	11.5885
O	6.0734	7.3647	14.3279
O	1.1633	11.7002	13.2264
O	7.3194	12.2335	15.6646
O	5.6938	6.5308	11.8275
O	4.2687	10.2648	14.0535
O	9.1488	1.1184	21.3972
O	-0.1979	9.6032	18.1738
O	5.9234	6.3253	19.4396
O	6.2339	2.5071	17.7025
O	-0.2566	5.1673	20.6229
O	7.7028	7.7941	18.1643
O	7.2832	3.9615	8.7824
O	17.0877	0.5847	12.874
O	1.9763	4.3835	21.5324
O	9.1566	5.4573	18.1575
O	1.436	6.2235	9.4071
O	-2.5862	-0.4301	13.8547
O	9.8125	7.5252	16.6194
O	6.7242	1.8755	10.2317
O	8.1015	6.3806	12.8113
O	-3.9635	3.9409	19.7798
O	10.8318	1.1876	17.4264
O	4.0325	11.1464	19.6921
O	5.3554	8.9055	19.1957
O	8.1374	-0.08	11.1737
O	15.4417	2.7551	19.6357
O	6.9153	-2.0864	12.3415
O	5.1628	5.2365	15.5342
O	0.735	8.839	8.8244
O	4.1118	0.0942	11.4462
O	6.391	5.4263	21.8721
O	1.2867	3.389	13.2266
O	7.466	-0.8902	21.2726
O	3.9992	6.5445	21.6183
O	16.1676	2.759	15.1747
O	7.0596	4.1838	13.8848
O	13.7113	9.1206	18.5922
O	3.5391	12.7151	13.4395
O	6.0136	8.0676	22.3118
O	4.832	-10.3761	16.4433
O	3.2927	9.0235	21.0839
O	7.8668	4.0906	11.3448
O	17.4191	-1.2156	15.5948
O	2.3999	1.775	18.1886
O	3.2859	5.7659	11.2022
O	4.5296	4.4335	13.1194
O	0.0157	4.7655	11.1053
O	12.8217	-0.3141	16.537
O	8.3975	6.2311	20.4604
O	1.4274	7.0381	21.581
O	8.7685	11.1073	19.0064
O	25.7349	-1.937	16.1753
O	2.3376	1.8456	20.8878
O	-1.29	4.1496	13.2387

Results
free energy: -135734.042 eV
free energy less fixed offsets of O -568.88, Si -635.61 eV per atom: 1.288 eV

Forces (eV/angstrom), in the order of the atoms: element, x, y, z
Si	-0.0001	0.008	-0.0098
Si	-0.0027	0.0045	-0.0168
Si	-0.0059	0.0125	-0.0089
Si	-0.0024	0.0037	-0.0149
Si	0.0049	-0.0026	-0.0182
Si	-0.0013	0.0076	-0.0006
Si	0.0121	0.0006	-0.0168
Si	-0.002	0.0051	-0.0064
Si	-0.0009	0.0039	-0.0026
Si	0.0052	-0.0019	0.0048
Si	-0.0021	0.0014	-0.0031
Si	0.0087	-0.0014	0.004
Si	0.007	-0.0058	-0.0006
Si	-0.0017	-0.0011	-0.0027
Si	0.0041	-0.0089	0.0049
Si	-0.0037	0.0059	-0.0043
Si	0.0007	-0.001	0.0075
Si	-0.0045	-0.0017	0.0091
Si	-0.0043	-0.0046	0.0046
Si	0.0029	-0.0039	0.0038
Si	-0.0019	-0.0028	0.004
Si	-0.0013	0.001	0.0071
Si	-0.0029	-0.003	0.0117
Si	-0.0025	0.0002	0.0055
Si	0.1101	-0.1128	0.1883
Si	0.1238	0.182	-0.1518
Si	0.0218	0.1123	-0.1739
Si	0.1217	-0.0723	-0.0259
Si	-0.0772	-0.13	-0.2234
Si	0.261	-0.0295	0.4493
Si	0.2049	-0.0934	0.1737
Si	-0.1099	0.0723	-0.023
Si	0.0379	0.0255	-0.0372
Si	-0.0436	0.0053	0.0247
Si	0.0417	0.037	-0.0488
Si	0.0129	0.0697	0.0044
Si	-0.0013	0.0782	0.0297
Si	-0.0082	-0.0095	-0.0411
Si	-0.0371	0.0709	0.019
Si	0.0275	-0.0012	-0.0291
Si	-0.002	-0.0183	-0.0192
Si	0.0286	-0.0221	-0.0252
Si	-0.0082	-0.0246	-0.0126
Si	0.0079	-0.0318	-0.0246
Si	-0.0045	-0.0656	-0.022
Si	-0.0001	0.0069	-0.0094
Si	0.0526	-0.0366	-0.0193
Si	-0.0069	0.014	-0.0101
Si	-0.0129	-0.0264	0.0081
Si	-0.0501	0.034	0.0297
Si	-0.0226	0.0343	0.018
Si	-0.0291	0.0414	0.0172
Si	-0.0112	0.0487	0.0274
Si	0.0359	-0.0056	0.0153
Si	0.0434	-0.0186	0.0143
Si	-0.0526	0.0694	0.0215
Si	-0.0147	-0.0247	0.0241
Si	0.0374	-0.0503	0.0312
Si	-0.0353	-0.0876	0.016
Si	-0.0191	-0.0607	0.0153
Si	0.0281	-0.0747	0.0235
Si	-0.0689	-0.0483	-0.0139
Si	-0.0461	0.0561	-0.0269
Si	0.0382	-0.0911	-0.0166
Si	0.1509	-0.2391	-0.4551
Si	-0.1527	-0.0008	0.1213
Si	-0.1296	-0.0204	0.0638
Si	-0.2823	0.0975	-0.0145
Si	-0.008	0.0009	-0.0679
Si	-0.1061	0.2169	0.1632
Si	0.0736	0.1406	0.2937
Si	-0.3762	-0.0953	-0.5229
Si	-0.0267	0.0027	0.017
Si	0.0032	-0.0004	-0.0033
Si	0.0045	-0.0147	0.0095
Si	0.005	-0.0018	0.0001
Si	-0.0038	0.0039	-0.0223
Si	-0.0061	-0.0042	-0.0067
Si	-0.0074	-0.0132	0.0013
Si	0.0427	0.0049	0.0183
Si	0.0081	-0.0083	0.0457
Si	0.0002	-0.0034	-0.0074
Si	-0.0111	-0.0164	-0.014
Si	-0.0123	0.0178	0.0177
Si	-0.0015	0.0109	-0.0167
Si	-0.024	-0.0327	-0.0276
Si	-0.014	-0.0169	-0.0188
Si	0.0182	0.0219	0.0053
Si	0.0154	-0.0138	-0.0642
Si	0.0135	-0.0029	0.0251
Si	-0.0053	0.0131	0.0251
Si	-0.0072	-0.0111	-0.0038
Si	0.0128	-0.0136	-0.0218
Si	0.0157	0.0793	0.044
Si	-0.0342	-0.2231	0.0641
Si	-0.0237	0.0181	0.0046
O	0.0018	0.0013	0.0186
O	-0.0022	0.0016	0.0169
O	0.0275	-0.0352	-0.0243
O	-0.0474	0.0286	0.0001
O	0.0057	0.0007	0.0131
O	-0.0021	-0.0017	0.0209
O	-0.0414	0.0198	0.0045
O	-0.2023	0.2318	-0.0114
O	-0.0005	-0.0002	-0.0059
O	0.0011	0.0061	0.0043
O	0.0157	-0.0262	0.0204
O	0.056	-0.1003	0.3167
O	0.0132	-0.0416	0.1211
O	0.0021	-0.0302	-0.0536
O	0.013	0.0065	-0.0306
O	0.0201	-0.0027	0.0073
O	0.0056	-0.004	0.009
O	-0.0031	0.0001	0.0142
O	0.0005	-0.0014	0.0016
O	0.0055	-0.0057	0.0111
O	0.0029	-0.0044	0.0069
O	-0.0058	0.003	0.0185
O	-0.0031	0.0055	0.0184
O	0.0017	0.0027	0.0134
Si	0.0049	-0.0002	-0.0017
Si	-0.0013	-0.0038	-0.0106
Si	0.0058	0.0027	-0.0009
Si	0.0056	0.0003	-0.0016
Si	-0.0089	0.0106	0.0064
Si	-0.0051	0.0179	0.008
Si	-0.001	-0.0211	-0.0044
Si	0.0038	-0.0003	-0.0101
Si	0.0037	0.0029	-0.0063
Si	0.0024	-0.0004	0.0001
Si	0.0247	0.014	-0.0112
Si	0.0049	-0.0014	-0.0034
Si	-0.0655	-0.1212	0.0308
Si	0.0093	-0.0021	0.0007
Si	0.0021	0.0002	-0.0002
Si	0.0015	0.0029	0.0039
Si	-0.0006	0.0038	-0.0135
Si	0.0182	-0.0551	-0.0791
Si	0.0289	0.0068	0.0001
Si	0.0022	0.0031	-0.0024
Si	0.0008	-0.0017	-0.0051
Si	0.0048	0.0009	-0.0018
Si	0.0034	-0.0003	-0.0047
Si	-0.0163	-0.01	0.0035
Si	0.0048	-0.0066	0.0296
Si	0.0021	-0.0056	-0.0068
Si	0.0023	0	-0.006
Si	-0.009	-0.0081	0.0013
Si	0.0049	0.0047	0.001
Si	0.1363	0.3863	0.027
Si	-0.0249	-0.0202	0.031
Si	0.0057	0.0107	0.0105
Si	0.0048	0.0023	-0.0085
Si	-0.0036	0.0036	-0.0092
Si	0.0019	0.0004	-0.0039
Si	-0.002	0.0003	-0.0007
Si	-0.0023	-0.0111	-0.0013
O	0.0013	-0.0026	0.0051
O	0.0722	0.0005	-0.0324
O	0.0023	0.0032	0.0059
O	0.0008	-0.0009	0.0108
O	0.0026	-0.0002	0.0018
O	-0.0022	-0.0018	0.0061
O	0.0104	-0.1029	-0.1103
O	-0.0009	0.0029	0.0017
O	0.0063	-0.0007	0.0028
O	0.0049	0.0012	0.0033
O	0.0036	0.0004	0.0001
O	-0.0183	0.0185	0.0091
O	-0.0012	-0.0027	0.0121
O	0.0043	0.0016	0.0115
O	-0.0021	0.007	0.0091
O	-0.0175	-0.0169	-0.0118
O	-0.0021	-0.004	-0.0046
O	0.0032	0.0014	0.009
O	0.0022	0.0014	0.0038
O	0.0008	0.0011	0.0043
O	0.0003	-0.0007	0.0007
O	0.0028	0.0004	0.0066
O	0.0017	0.0007	0.0034
O	-0.0054	-0.0072	0.0332
O	0.022	-0.0248	-0.002
O	0.0017	-0.0021	0.0084
O	0.0042	-0.0005	0.0036
O	0.1136	0.0162	0.0518
O	-0.0133	0	-0.0112
O	0.0022	-0.0006	0.0041
O	-0.0065	0.0163	0.0001
O	-0.0062	0.0005	0.0027
O	0.001	-0.0041	0.0031
O	0.0014	0.0002	0.0026
O	0.0005	-0.0028	0.0044
O	0.001	0.0006	0.0048
O	-0.0014	0.0019	0.0088
O	0.002	0.0004	0.004
O	0.0089	0.0291	0.009
O	0.0029	-0.0026	-0.0015
O	0.038	0.0145	-0.3658
O	-0.002	0.0358	-0.0309
O	0	0.0042	0.0088
O	-0.0032	0.005	-0.0065
O	-0.0003	-0.002	0.0097
O	0.0034	0.0006	0.0054
O	0.0089	0.0056	-0.0019
O	-0.0156	-0.0033	0.0048
O	0.0084	0.0035	0.0067
O	0.0182	-0.0145	-0.0056
O	0.0011	0.0019	0.0045
O	0.0039	0.0036	0.0012
O	0.001	0.0004	0.0051
O	-0.0152	-0.0053	-0.0237
O	-0.0024	-0.0001	-0.0007
O	0.0005	0.0006	0.002
O	0.0135	0.0249	-0.0002
O	0.0076	0	0.0001
O	0.0033	-0.0011	-0.0022
O	0.0015	-0.0013	0.0038
O	0.0027	0.0007	0.0052
O	-0.0005	0.0004	0.0064
O	-0.0025	0.0015	0.0119
O	0.0003	0.0007	0.0018
O	-0.001	0.0024	0.0099
O	0.0033	-0.0032	0.0011

The program warned: the cutoff lies below the one the program advises for these potential files; the exchange-correlation potential is rough where the density is thin.
